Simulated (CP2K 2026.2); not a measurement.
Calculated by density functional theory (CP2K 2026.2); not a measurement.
Periodic cell of 529 atoms, Si368O161, from a study of silicon, its oxide and their interface. The atomic structure is a simulated model.
Doubt: the forces sum to 3.76 eV/angstrom along one axis rather than to zero, so they err by at least 0.0071 eV/angstrom per atom on average; the grid cutoff is modest.

Settings
functional: PBE
method: Gaussian and plane waves
basis set: DZVP-MOLOPT-SR-GTH
pseudopotentials: GTH-PBE
grid cutoff: 350 Ry, relative cutoff 50 Ry
k points: Gamma only
occupations: fixed
spin: none
net charge: 0

Cell vectors (angstrom)
a	15.3871	0	0
b	0	15.3871	0
c	-6.8445	-3.2028	39.9733

Atoms and the computed forces on them: element, x, y, z (angstrom), force x, y, z (eV/angstrom)
Si	5.336	10.543	33.141	-0.108	-0.399	0.622
Si	3.857	1.74	30.73	-0.026	0.09	0.149
Si	6.992	6.65	25.908	0.09	-0.151	-0.061
Si	7.959	6.055	33.173	0.049	0.039	-0.023
Si	6.698	-1.828	30.281	-0.077	0.055	0.166
Si	8.981	-0.645	32.105	0.02	0.128	0.108
Si	5.993	2.989	27.274	-0.072	-0.007	0.114
Si	4.703	9.561	30.241	0.012	0.07	0.064
Si	-5.026	10.485	29.513	-0.009	0.017	0.177
Si	-3.597	12.296	27.561	0.042	0.04	0.072
Si	-1.248	3.864	31.633	0.001	-0.048	0.185
Si	-3.673	8.029	31.085	0.111	0.063	0.148
Si	0.181	12.782	31.285	-0.037	-0.288	0.756
Si	2.039	-0.352	31.757	-0.005	0.058	0.145
Si	5.53	0.394	28.694	0.011	0.083	0.091
Si	1.078	7.925	31.615	-0.152	0.034	0.66
Si	8.404	10.166	33.065	0.138	-0.402	0.534
Si	9.659	2.153	30.67	0.037	-0.084	0.166
Si	9.118	4.008	33.092	-0.408	0.404	0.09
Si	5.601	6	33.357	0.362	0.265	0.436
Si	-2.428	12.131	33.982	0.278	0.076	0.608
Si	-2.564	0.738	34.015	-0.156	-0.166	0.763
Si	-3.231	4.451	34.017	0.319	0.068	0.726
Si	-2.22	8.366	33.855	0.305	-0.118	0.626
Si	-0.013	12.175	33.653	-0.007	-0.037	0.049
Si	0.527	0.599	34.132	0.048	-0.155	0.699
Si	1.082	4.165	33.818	-0.247	0.241	0.717
Si	0.238	8.221	33.803	-0.032	-0.033	-0.016
Si	4.521	-1.927	32.547	0.211	0.017	0.097
Si	4.122	3.238	33.435	-0.043	-0.313	0.626
Si	3.823	4.268	29.198	0.067	-0.039	0.042
Si	3.888	6.818	30.961	-0.071	0.067	0.082
Si	8.544	-0.344	35.251	0.117	0.083	0.784
Si	8.536	2.066	35.447	0.067	-0.255	0.513
Si	8.567	7.012	35.282	0.017	0.042	0.037
Si	8.607	9.427	35.27	0.042	-0.049	0.032
Si	-2.943	-1.278	35.172	-0.022	-0.019	-0.052
Si	-2.93	2.575	35.394	-0.044	-0.002	0.006
Si	-2.882	6.468	35.146	-0.039	0.002	-0.044
Si	-2.822	10.193	35.233	-0.008	0.028	-0.006
Si	0.729	-1.457	35.155	0.007	0.031	0.013
Si	0.825	2.493	35.425	0.029	0.003	0.02
Si	0.855	6.277	35.028	0.026	-0.036	-0.068
Si	0.78	10.237	34.936	0.016	0.005	0.008
Si	4.761	-0.439	35.21	-0.206	0.152	0.625
Si	4.638	2.003	35.372	-0.013	-0.008	-0.018
Si	4.847	7.028	35.334	-0.053	0.062	0.04
Si	4.832	9.479	35.192	-0.026	0.025	0.055
Si	6.651	-1.109	36.482	0.012	-0.053	-0.028
Si	6.578	2.539	36.63	-0.028	0.035	-0.016
Si	6.708	6.554	36.679	-0.02	-0.067	0.045
Si	6.7	10.106	36.525	-0.033	0.036	0.023
Si	-4.933	-1.203	36.437	-0.071	-0.027	-0.004
Si	-4.896	2.532	36.665	-0.004	0.031	0.012
Si	-4.846	6.488	36.487	0.004	-0.03	0.02
Si	-4.849	10.148	36.46	-0.045	0.033	0.003
Si	-1.085	-1.301	36.634	0.003	-0.051	-0.014
Si	-1.06	2.58	36.766	-0.01	-0.01	0.043
Si	-0.985	6.32	36.541	0.02	-0.002	-0.039
Si	-0.94	10.227	36.597	0.039	0.027	-0.03
Si	2.793	-1.279	36.367	0.033	-0.005	-0.033
Si	2.775	2.477	36.707	0.041	0.005	0.004
Si	2.804	6.43	36.416	0.042	-0.038	-0.032
Si	2.803	10.186	36.292	0.071	0.008	-0.074
Si	6.673	12.194	37.704	-0.027	0	-0.002
Si	6.63	0.654	38.035	0.011	0.027	0.021
Si	6.645	4.529	37.883	-0.004	0.022	0.008
Si	6.69	8.377	38.107	0.008	0.022	-0.073
Si	-4.939	12.17	37.74	0.045	0.022	-0.036
Si	-4.856	0.598	37.985	-0.049	-0.011	-0.021
Si	-4.894	4.544	37.872	0	-0.009	-0.024
Si	-4.817	8.328	37.95	-0.03	-0.005	-0.008
Si	-1.035	12.148	37.943	-0.004	0.023	0.014
Si	-1.051	0.602	38.016	-0.003	0.014	-0.023
Si	-1.036	4.517	38.028	-0.019	-0.02	0.019
Si	-0.97	8.271	37.9	-0.02	0.008	-0.023
Si	2.87	12.138	37.701	-0.004	0.019	-0.03
Si	2.724	0.523	37.962	0.019	-0.014	-0.004
Si	2.837	4.521	37.863	0.018	-0.007	-0.009
Si	2.75	8.339	37.819	0.03	0.003	-0.003
Si	8.56	12.178	39.158	-0.001	-0.013	-0.006
Si	8.59	0.628	39.318	0.005	0.023	0.04
Si	8.577	4.507	39.245	-0.004	0.003	0.026
Si	-6.731	8.349	39.344	0.009	-0.009	-0.006
Si	-3.022	12.152	39.2	0.007	-0.017	-0.005
Si	-2.966	0.604	39.354	-0.012	0	0.034
Si	-3	4.508	39.299	-0.003	-0.001	0.001
Si	-2.899	8.308	39.277	0.032	0.008	0.027
Si	0.959	12.166	39.186	-0.001	0.003	-0.012
Si	0.862	0.586	39.357	-0.012	-0.006	0.035
Si	0.936	4.502	39.287	-0.003	0.009	-0.001
Si	0.915	8.311	39.279	-0.04	0.001	0.026
Si	4.76	12.16	39.129	0.012	-0.019	0
Si	4.672	0.595	39.308	0.026	0.003	-0.001
Si	4.733	4.51	39.256	0.006	0.009	0.012
Si	4.667	8.342	39.265	-0.005	-0.001	-0.039
Si	0.004	1.894	11.534	-0.005	-0.006	-0.003
Si	-0.004	5.766	11.524	-0.015	-0.011	-0.006
Si	0.022	9.589	11.57	-0.012	0.005	-0.003
Si	0.034	13.453	11.568	-0.03	-0.011	-0.015
Si	3.916	1.899	11.526	0	0.003	-0.011
Si	3.93	5.745	11.52	-0.009	-0.003	-0.001
Si	3.94	9.59	11.546	0.001	0.01	-0.003
Si	3.918	13.457	11.568	0.023	-0.001	-0.004
Si	7.706	1.905	11.525	0.009	0.003	-0.008
Si	7.718	5.768	11.541	0.007	0.005	-0.003
Si	7.702	9.587	11.556	0	0.021	-0.014
Si	7.704	13.456	11.563	-0.018	-0.018	-0.005
Si	11.596	1.896	11.533	-0.009	-0.004	0.001
Si	11.577	5.78	11.529	0.011	-0.01	-0.001
Si	11.604	9.599	11.587	0.007	0.012	-0.003
Si	11.594	13.46	11.573	0.021	-0.007	-0.017
Si	-1.899	1.873	12.943	0.024	0.002	0.018
Si	-1.919	5.81	12.926	0.007	0.03	-0.005
Si	-1.873	9.617	13.007	-0.001	0.003	-0.006
Si	-1.874	13.421	12.969	-0.019	0.005	-0.016
Si	1.962	1.907	12.822	0.021	0.045	-0.038
Si	1.963	5.702	12.791	0.011	-0.022	-0.042
Si	1.998	9.551	12.841	-0.018	-0.023	-0.016
Si	1.98	13.492	12.889	-0.029	-0.011	0.026
Si	5.815	1.86	12.932	0.002	0.009	-0.001
Si	5.826	5.792	12.946	-0.005	0.006	0
Si	5.822	9.603	12.998	0.004	-0.008	-0.002
Si	5.814	13.415	12.997	0	0.003	-0.009
Si	9.648	1.935	12.838	-0.009	0.036	-0.033
Si	9.653	5.762	12.877	-0.008	-0.016	-0.03
Si	9.633	9.574	12.875	0.009	-0.014	-0.011
Si	9.639	13.497	12.882	0.007	-0.007	0.015
Si	-1.865	-0.061	14.345	-0.014	0.012	-0.009
Si	-1.959	3.855	14.218	-0.015	0.011	-0.015
Si	-1.893	7.697	14.388	0.001	-0.054	-0.004
Si	-1.867	11.54	14.414	0.011	-0.004	-0.015
Si	1.99	0.063	14.239	0.037	0.033	0.01
Si	1.894	3.81	14.169	0.009	-0.003	0.008
Si	2.026	7.58	14.136	0.019	0.045	-0.042
Si	2.01	11.503	14.124	-0.019	-0.009	0.022
Si	5.815	-0.052	14.367	-0.002	0.02	0.01
Si	5.81	3.82	14.224	0.013	-0.04	0.004
Si	5.828	7.695	14.401	0.008	-0.016	0.011
Si	5.851	11.505	14.423	-0.015	0.009	0.001
Si	9.616	0.065	14.219	-0.001	-0.018	0.015
Si	9.656	3.832	14.214	0.01	0.017	0.017
Si	9.639	7.658	14.252	0.005	0.039	0.007
Si	9.641	11.53	14.151	0.007	-0.011	0.021
Si	0.114	0.041	15.663	-0.028	-0.077	0.009
Si	-0.046	3.84	15.529	0.005	-0.027	0.009
Si	0.191	7.623	15.545	-0.043	-0.012	0.019
Si	0.207	11.534	15.607	-0.014	0.003	0.005
Si	3.857	0	15.701	0.04	-0.043	-0.02
Si	3.824	3.812	15.473	0.013	0.062	0.035
Si	3.819	7.587	15.665	0.012	0.061	0.024
Si	3.812	11.483	15.639	0.011	0.003	0.01
Si	7.769	0.001	15.706	-0.012	-0.035	0.008
Si	7.75	3.8	15.565	-0.033	0.027	0.003
Si	7.801	7.69	15.745	-0.011	0.014	0.013
Si	7.874	11.541	15.703	-0.038	0.004	0.033
Si	11.508	-0.009	15.596	0.061	-0.031	-0.031
Si	11.539	3.846	15.624	0.014	-0.041	-0.013
Si	11.482	7.726	15.706	0.049	0.04	0.001
Si	11.458	11.528	15.616	0.073	0.01	-0.009
Si	-0.131	2.012	16.994	-0.011	0.047	0.063
Si	0.104	5.694	16.959	-0.034	0.06	-0.049
Si	0.769	9.554	16.77	0.05	0.046	0.053
Si	0.933	13.487	16.77	0.053	-0.005	-0.055
Si	3.79	2.007	16.96	0.014	-0.01	0.076
Si	3.794	5.607	16.98	0.037	-0.013	0.009
Si	3.229	9.523	16.872	-0.316	0.008	-0.623
Si	3.365	13.418	16.936	-0.007	0.039	0.008
Si	7.667	1.949	17.043	-0.046	0.015	0.09
Si	7.696	5.667	16.991	0.009	0.045	0.066
Si	8.517	9.627	16.966	0.214	-0.011	-0.634
Si	8.436	13.489	16.974	-0.016	-0.001	-0.003
Si	11.489	1.89	16.963	-0.045	0.019	0.066
Si	11.442	5.756	17.019	0.043	0.016	-0.009
Si	10.954	9.668	17.005	0.042	-0.039	-0.026
Si	10.853	13.482	16.809	-0.025	0.004	-0.022
Si	-2.101	2.025	18.45	0.226	-0.51	-0.284
Si	-1.896	6.258	18.039	0.016	-0.454	-0.628
Si	-0.749	9.045	18.449	0.45	0.187	-0.466
Si	-0.241	13.427	18.705	0.282	0.04	-0.466
Si	1.813	2.597	18.131	0.089	0.305	-0.615
Si	2.558	5.201	20.644	-0.368	-0.065	-0.677
Si	3.631	10.15	19.8	0.149	0.001	-0.15
Si	4.377	13.183	19.103	-0.185	0.1	-0.653
Si	5.7	2.637	18.2	0.057	0.285	-0.7
Si	5.751	5.101	18.18	-0.025	0.017	-0.043
Si	0.836	9.286	20.852	-0.009	-0.084	-0.098
Si	8.129	10.343	19.966	0.075	0.012	-0.185
Si	9.616	2.133	18.371	-0.099	-0.207	-0.781
Si	9.529	5.288	18.404	0.063	0.243	-0.774
Si	12.071	10.287	19.061	-0.432	-0.123	-0.536
Si	12.135	13.203	18.702	-0.388	0.115	-0.427
Si	2.574	12.94	23.204	-0.153	-0.058	-0.168
Si	5.896	4.055	22.651	-0.002	0.087	-0.168
Si	6.81	11.682	25.984	0.021	0.013	0.05
Si	1.924	5.011	18.332	0.015	-0.042	-0.024
Si	7.648	13.356	19.212	0.125	0.074	-0.715
Si	8.561	4.902	23.824	-0.063	0.142	-0.13
Si	6.069	1.521	21.164	0.047	-0.004	-0.182
Si	1.249	1.826	26.165	0.031	0.005	0.052
Si	-2.004	-1.319	29.634	-0.025	-0.108	0.137
Si	0.522	12.011	21.265	0.092	0.026	-0.093
Si	-2.534	4.603	20.401	-0.081	-0.021	-0.217
Si	2.083	2.256	21.121	0.019	0.072	-0.143
Si	3.75	12.31	25.795	0.017	-0.088	-0.02
Si	8.877	0.454	20.872	0.042	-0.047	-0.185
Si	10.151	5.975	21.244	-0.001	-0.074	-0.181
Si	9.638	12.765	25.348	0.015	-0.063	-0.046
Si	7.29	10.722	28.921	-0.023	0.038	0.108
Si	5.85	8.888	21.393	0.003	-0.085	-0.176
Si	0.968	6.931	22.727	-0.003	-0.072	-0.172
Si	0.988	7.434	25.745	0.015	0.084	-0.089
Si	-4.433	7.535	26.396	-0.002	-0.113	-0.102
Si	10.029	9.748	24.242	-0.013	0	0.013
Si	7.012	9.192	24.232	0.028	-0.044	-0.092
Si	2.936	-0.409	27.179	-0.012	0.079	-0.038
Si	10.7	9.065	21.428	-0.056	0.055	-0.212
Si	0.066	2.64	23.491	0.038	0.023	-0.115
Si	8.916	3.462	28.024	0.022	0.064	0.177
Si	-3.164	5.04	25.31	-0.074	0.034	0.035
Si	8.84	7.433	31.469	-0.38	-0.329	0.469
Si	-1.257	5.138	23.015	0.052	-0.011	-0.018
Si	8.801	6.525	28.394	0.012	-0.052	0.15
Si	-0.317	13.452	23.574	0.059	-0.061	-0.126
Si	-1.612	6.878	26.934	-0.077	-0.004	0.054
Si	2.061	4.731	26.79	0.043	-0.1	-0.051
Si	4.724	4.628	25.225	0.1	0.013	-0.012
Si	10.389	0.069	23.718	-0.127	0.062	-0.113
Si	-1.242	6.445	29.956	-0.022	-0.016	0.204
Si	3.883	-0.315	21.457	-0.082	0.003	-0.218
Si	0.093	-0.549	27.521	0.038	0.003	-0.023
Si	10.358	2.803	25.387	-0.003	-0.119	-0.068
Si	5.494	6.021	20.317	0.084	-0.187	-0.715
Si	-1.919	0.164	19.888	-0.172	0.424	-0.474
Si	1.576	10.285	26.863	0.039	0.045	-0.027
Si	-4.798	12.226	32.029	0.049	-0.065	0.193
Si	-2.901	1.335	31.134	0.07	0.099	0.097
Si	-0.857	12.175	26.066	-0.008	-0.009	0.085
Si	-1.945	0.555	23.035	-0.029	-0.035	-0.183
Si	1.91	10.496	29.915	0.094	-0.028	0.135
Si	0.059	13.505	0.645	-0.019	0.002	0.014
Si	0.033	1.875	0.635	-0.007	0.007	-0.002
Si	0.049	5.785	0.653	-0.007	-0.006	0.01
Si	0.052	9.605	0.678	-0.024	-0.009	0.008
Si	3.882	13.457	0.631	0.006	-0.001	-0.004
Si	3.869	1.851	0.667	-0.011	0.005	-0.008
Si	3.87	5.771	0.677	0.002	0.008	0.009
Si	3.888	9.613	0.692	0.014	-0.015	-0.004
Si	7.756	13.467	0.62	-0.003	0.003	-0.002
Si	7.744	1.844	0.676	0.008	0.007	-0.002
Si	7.747	5.765	0.668	0.007	0.004	0.005
Si	7.76	9.609	0.685	0.007	-0.014	0.004
Si	11.565	13.483	0.609	0.017	0.013	0.009
Si	11.573	1.851	0.628	0.001	-0.01	0
Si	11.552	5.766	0.638	0.012	0.015	0.014
Si	11.559	9.622	0.657	0.01	-0.014	0.013
Si	1.973	13.472	2.014	-0.015	-0.016	0.011
Si	1.946	1.882	2.018	0.003	0.01	0.005
Si	1.954	5.771	2.036	-0.007	-0.013	0.004
Si	1.965	9.605	2.044	-0.008	0.01	0.008
Si	5.82	13.473	1.985	-0.009	-0.005	-0.005
Si	5.805	1.86	2.019	0.004	-0.007	-0.001
Si	5.811	5.771	2.018	-0.005	-0.009	-0.007
Si	5.823	9.598	2.03	-0.005	0.022	0.001
Si	9.662	13.473	2.001	0.013	-0.008	0.005
Si	9.67	1.875	2.02	-0.002	0.019	0.006
Si	9.659	5.767	2.033	0.006	-0.009	0.007
Si	9.667	9.604	2.046	0	0.015	0.013
Si	13.498	13.467	1.981	0.003	-0.039	0.005
Si	13.496	1.881	1.998	-0.001	0.006	0.007
Si	13.492	5.765	1.993	0.007	-0.008	-0.005
Si	13.496	9.615	2.01	0.006	0.026	0.002
Si	1.965	-0.018	3.399	0.024	-0.003	0.003
Si	1.952	3.823	3.365	0.001	0.001	-0.01
Si	1.963	7.686	3.402	0.021	0.006	0.002
Si	1.956	11.543	3.376	-0.021	0.001	-0.002
Si	5.811	-0.034	3.401	-0.004	0.004	0.007
Si	5.809	3.819	3.353	0.008	-0.002	-0.012
Si	5.814	7.68	3.397	0.006	0.003	0.009
Si	5.815	11.544	3.359	0.001	-0.003	-0.011
Si	9.66	-0.025	3.396	-0.015	-0.002	0.006
Si	9.666	3.82	3.362	0.008	-0.005	-0.01
Si	9.66	7.682	3.399	-0.006	0.008	0.009
Si	9.667	11.547	3.369	0.006	-0.007	-0.002
Si	13.499	-0.023	3.38	-0.011	-0.001	-0.005
Si	13.499	3.827	3.349	-0.001	-0.008	-0.004
Si	13.496	7.684	3.37	-0.015	0.007	-0.006
Si	13.504	11.545	3.36	-0.002	0.003	0.007
Si	0.035	-0.023	4.747	0.012	-0.013	0
Si	0.031	3.829	4.727	0.013	-0.006	-0.002
Si	0.03	7.685	4.743	0.014	0.002	-0.003
Si	0.035	11.535	4.735	0.004	0.001	0
Si	3.884	-0.021	4.757	-0.008	0.001	0.004
Si	3.882	3.826	4.721	-0.019	-0.005	-0.004
Si	3.887	7.682	4.754	-0.01	-0.004	-0.001
Si	3.889	11.535	4.727	-0.007	0.008	-0.008
Si	7.739	-0.024	4.753	0.012	0.005	0.002
Si	7.737	3.824	4.72	0.018	-0.004	-0.003
Si	7.738	7.682	4.753	0.009	-0.005	0.001
Si	7.738	11.537	4.726	0.006	0.013	-0.004
Si	11.582	-0.022	4.75	-0.012	-0.006	0.003
Si	11.583	3.829	4.728	-0.014	0.002	0
Si	11.585	7.684	4.749	-0.014	-0.003	0.004
Si	11.585	11.537	4.732	-0.002	0.005	-0.003
Si	0.04	13.444	6.112	-0.007	-0.007	0.007
Si	0.04	1.908	6.098	-0.014	-0.001	0.002
Si	0.039	5.754	6.095	-0.014	0	-0.001
Si	0.038	9.613	6.102	-0.011	0.012	0.001
Si	3.882	13.441	6.111	0.001	0.007	0.003
Si	3.88	1.912	6.1	0.022	-0.008	0.004
Si	3.879	5.746	6.094	0.02	0.008	-0.004
Si	3.886	9.615	6.099	0.007	-0.002	-0.003
Si	7.741	13.441	6.109	-0.005	0.003	-0.001
Si	7.741	1.909	6.095	-0.014	-0.016	-0.002
Si	7.743	5.746	6.092	-0.013	0.006	-0.004
Si	7.738	9.617	6.097	-0.004	0.002	-0.004
Si	11.581	13.443	6.112	0.004	-0.009	0.003
Si	11.575	1.909	6.098	0.01	-0.007	0
Si	11.577	5.752	6.096	0.013	-0.003	-0.001
Si	11.58	9.616	6.1	0.005	0.01	-0.001
Si	1.962	13.439	7.479	-0.004	-0.006	0.003
Si	1.96	1.908	7.473	0.007	-0.001	0.002
Si	1.959	5.752	7.469	0.005	-0.003	0.002
Si	1.965	9.61	7.468	-0.003	0.002	-0.002
Si	5.812	13.442	7.457	0.001	-0.003	0
Si	5.814	1.906	7.443	0.011	0.018	-0.001
Si	5.812	5.751	7.436	0.001	-0.016	-0.001
Si	5.813	9.614	7.454	-0.006	0.001	0
Si	9.659	13.438	7.479	0.002	-0.001	0.003
Si	9.656	1.908	7.472	-0.004	0.005	0.003
Si	9.659	5.754	7.47	0.005	-0.003	0.009
Si	9.657	9.616	7.467	-0.001	0.002	0
Si	13.503	13.438	7.468	-0.005	0.009	-0.005
Si	13.5	1.906	7.451	-0.002	-0.004	0.001
Si	13.501	5.757	7.45	-0.003	0	0
Si	13.502	9.618	7.463	-0.005	-0.01	-0.001
Si	1.962	-0.022	8.837	0.001	-0.005	0.01
Si	1.958	3.831	8.842	-0.002	-0.001	0.016
Si	1.965	7.684	8.83	-0.001	0.011	0.007
Si	1.967	11.52	8.854	0	-0.002	0.002
Si	5.811	-0.017	8.801	-0.002	0.014	-0.006
Si	5.819	3.83	8.791	-0.003	0	-0.003
Si	5.814	7.676	8.791	0.003	-0.02	-0.007
Si	5.814	11.528	8.827	0.002	0.017	0.006
Si	9.655	-0.023	8.833	-0.001	-0.011	0.004
Si	9.657	3.832	8.841	-0.007	-0.011	0.01
Si	9.655	7.691	8.825	0	0.016	0.001
Si	9.659	11.523	8.858	-0.002	-0.003	0.001
Si	13.5	-0.02	8.808	-0.001	-0.001	-0.007
Si	13.495	3.832	8.803	0.004	-0.003	-0.003
Si	13.497	7.686	8.804	0.002	-0.006	-0.004
Si	13.504	11.527	8.846	0.005	0.003	0.003
Si	0.019	-0.026	10.181	0.007	-0.004	-0.006
Si	0.007	3.828	10.181	0.023	0.011	0.005
Si	0.019	7.688	10.173	-0.003	0	-0.008
Si	0.037	11.52	10.215	0.007	-0.001	-0.002
Si	3.907	-0.025	10.178	-0.006	0.005	-0.01
Si	3.92	3.823	10.165	0.032	0	-0.004
Si	3.912	7.674	10.17	-0.002	0.006	-0.006
Si	3.907	11.528	10.205	-0.024	-0.007	-0.011
Si	7.715	-0.022	10.178	0.012	0.006	-0.011
Si	7.713	3.839	10.181	-0.001	-0.006	-0.004
Si	7.717	7.681	10.172	0.007	0	-0.013
Si	7.72	11.524	10.208	0.01	-0.007	-0.007
Si	11.592	-0.024	10.18	-0.007	-0.011	-0.004
Si	11.595	3.836	10.189	-0.011	0.011	0.003
Si	11.588	7.701	10.179	-0.009	-0.008	-0.01
Si	11.589	11.525	10.222	-0.023	0.002	0.007
O	6.928	10.849	32.947	0.023	0.612	0.061
O	4.57	11.975	33.176	-0.278	-0.051	0.127
O	4.228	2.166	32.232	0.245	-0.326	-0.044
O	9.335	3.432	31.599	-0.107	0.361	-0.367
O	2.711	4.888	28.245	-0.432	0.546	0.098
O	-4.381	6.096	25.606	-0.423	-0.244	-0.293
O	4.182	8.052	29.958	-0.003	-0.209	-0.365
O	1.211	11.856	30.434	0.11	0.007	-0.33
O	9.499	11.351	32.859	0.027	0.236	0.39
O	8.883	2.444	29.283	-0.238	-0.295	-0.05
O	5.12	3.786	28.377	0.415	0.227	0.335
O	-3.304	11.983	32.591	0.136	0.007	-0.513
O	-0.994	0.726	33.52	0.066	0.062	-0.353
O	-3.411	1.081	32.662	-0.542	-0.12	-0.137
O	-2.437	4.385	32.6	0.048	0.324	-0.252
O	2.658	3.975	33.392	0.133	0.507	-0.121
O	-2.846	8.609	32.349	-0.026	0.317	-0.287
O	2.973	-1.558	32.291	-0.271	-0.419	0.267
O	1.624	0.689	32.923	0.443	0.533	-0.256
O	1.513	9.34	30.967	0.196	0.114	0.251
O	2.368	6.921	31.528	-0.024	-0.392	0.299
O	8.47	-0.548	33.629	-0.251	-0.128	-0.175
O	8.477	2.795	33.967	-0.473	-0.091	-0.17
O	5.07	-0.872	33.643	0.52	0.071	-0.224
O	4.942	6.894	32.173	0.007	0.557	-0.249
O	3.938	9.45	18.365	0.448	-0.111	0.258
O	2.056	9.976	20.057	-0.282	0.187	-0.113
O	4.363	9.395	21.019	-0.318	-0.003	0.349
O	7.956	9.652	18.513	-0.399	-0.449	-0.002
O	-0.046	8.454	19.792	-0.097	-0.663	0.28
O	0.516	12.397	19.703	0.371	-0.326	-0.068
O	-4.14	2.038	30.363	0.135	0.122	-0.467
O	6.079	1.404	27.565	0.06	-0.431	-0.398
O	6.108	9.757	29.472	0.15	-0.171	-0.096
O	10.653	12.966	26.607	-0.017	0.52	0.208
O	-5.075	-1.569	32.12	0.47	0.387	0.272
O	7.048	12.14	29.637	0.269	0.209	0.167
O	7.274	4.024	23.455	0.002	-0.521	0.411
O	5.584	5.865	25.812	-0.288	0.461	0.312
O	-2.715	7.028	30.271	-0.197	-0.12	-0.247
O	5.509	2.556	22.251	-0.396	0.008	0.197
O	3.527	-1.26	22.698	0.39	0.129	0.488
O	1.728	8.796	26.225	0.547	-0.03	-0.027
O	0.712	-1.066	31.209	-0.178	0.506	-0.054
O	3.534	10.614	29.814	0.076	0.334	-0.265
O	5.223	1.251	30.032	0.354	0.247	0.321
O	-1.884	0.599	21.429	0.189	0.197	0.008
O	-0.608	7.657	25.926	-0.129	0.53	-0.416
O	-4.254	9.213	30.149	0.215	-0.002	-0.295
O	-1.955	5.895	19.624	0.167	0.23	0.492
O	9.628	3.706	18.831	-0.213	0.044	0.194
O	1.639	5.752	21.852	-0.079	-0.04	0.205
O	11.377	4.939	20.982	-0.202	-0.403	0.244
O	6.075	8.751	22.986	-0.434	-0.093	0.255
O	6.138	4.96	21.348	0.457	-0.162	-0.089
O	6.007	13.396	19.154	0.1	0.327	-0.033
O	1.043	1.976	24.578	0.246	-0.358	-0.281
O	5.586	1.986	19.698	-0.116	0.003	0.27
O	8.103	6.043	24.883	0.454	0.2	0.189
O	4.871	9.719	31.838	-0.037	-0.341	-0.021
O	4.061	11.702	19.69	0.097	-0.179	0.191
O	-3.131	-2.026	28.703	-0.242	-0.013	0.256
O	8.206	11.949	19.804	0.49	-0.15	0.395
O	-0.167	4.22	23.804	0.466	0.333	0.553
O	11.631	11.825	19.422	-0.285	0.045	0.237
O	8.487	7.109	29.892	-0.485	-0.154	-0.168
O	1.324	8.325	22.019	0.454	0.172	0.233
O	-3.155	-0.917	19.724	-0.288	0.267	0.455
O	2.645	1.029	26.458	0.449	0.374	0.06
O	3.648	-1.101	20.055	-0.245	0.292	0.08
O	7.476	3.589	27.316	-0.146	0.413	-0.323
O	3.897	6.114	20.629	-0.106	0.563	0.388
O	1.612	-0.796	28.029	0.062	-0.227	0.649
O	9.543	3.857	24.504	0.223	-0.064	-0.285
O	-1.719	12.944	18.196	-0.003	-0.258	-0.504
O	8.524	8.998	31.908	0.051	-0.038	-0.432
O	9.34	6.071	19.831	-0.358	0.519	0.061
O	-1.632	2.367	31.111	0.257	-0.128	-0.214
O	9.894	-1.338	24.37	-0.065	-0.137	0.025
O	3.184	4.707	25.64	-0.036	-0.082	-0.272
O	-3.485	9.398	20.404	0.222	-0.43	0.271
O	1.475	7.086	24.244	0.618	0.114	0.038
O	9.975	11.306	24.698	0.062	-0.014	-0.06
O	-1.983	5.403	26.357	0.416	-0.444	0.283
O	6.587	-0.755	29.076	0.236	-0.066	-0.503
O	2.916	3.656	21.059	0.299	-0.09	0.32
O	8.046	12.728	25.745	-0.009	0.412	-0.116
O	-0.915	-0.47	23.719	0.328	0.345	0.631
O	9.313	4.975	28.485	0.4	0.103	0.099
O	6.669	10.687	24.721	-0.159	0.121	-0.239
O	-0.966	6.663	28.391	0.523	0.064	-0.126
O	3.212	-1.589	26.121	0.002	0.209	-0.056
O	2.804	0.526	30.661	-0.328	0.03	-0.736
O	9.186	0.789	31.399	-0.299	0.126	-0.039
O	3.002	1.025	21.583	-0.154	-0.092	0.194
O	9.394	9.731	20.744	-0.104	-0.145	0.01
O	7.152	10.848	27.323	-0.009	-0.304	-0.18
O	6.128	7.48	20.641	0.303	0.242	0.063
O	-4.908	11.75	30.505	0.17	0.319	-0.424
O	5.355	3.25	25.813	-0.163	-0.627	-0.287
O	1.602	1.931	19.618	-0.366	-0.421	0.192
O	1.24	3.332	26.773	-0.442	0.015	0.172
O	3.452	12.042	24.217	0.3	-0.338	-0.058
O	-1.553	4.341	21.644	0.056	-0.531	0.147
O	-0.509	-0.567	19.508	0.391	0.481	-0.003
O	-2.471	3.347	19.387	-0.084	-0.027	0.25
O	-0.924	-0.535	28.741	0.252	0.633	-0.016
O	-2.954	7.78	27.004	0.06	0.389	0.157
O	-0.13	7.273	30.771	-0.21	0.099	-0.113
O	-4.259	10.95	28.173	0.132	-0.392	-0.436
O	1.257	-1.881	23.965	0.178	0.259	0.635
O	-3.539	3.465	25.418	0.458	-0.41	-0.048
O	0.253	11.028	26.297	-0.039	-0.066	-0.03
O	-0.619	6.6	22.752	-0.553	0.447	-0.163
O	-0.021	10.506	21.464	-0.346	-0.117	0.612
O	4.196	5.411	30.255	0.411	-0.129	0.002
O	-1.427	2.001	23.532	-0.406	0.322	0.273
O	2.012	12.115	21.923	0.277	-0.382	-0.321
O	6.831	10.027	20.841	-0.078	0.516	0.088
O	10.637	7.467	21.581	0.34	0.015	0.211
O	9.899	2.801	26.932	0.419	-0.345	0.161
O	1.359	10.123	28.455	-0.288	-0.358	0.144
O	7.669	1.46	21.236	-0.083	0.434	0.276
O	5.335	12.338	26.142	0.19	0.508	0.31
O	-2.638	5.333	23.811	-0.215	0.447	-0.188
O	3.205	2.987	29.954	-0.546	-0.035	0.07
O	-1.083	12.355	24.474	-0.517	-0.42	-0.166
O	-3.405	0.095	23.495	-0.076	-0.349	-0.003
O	0.785	2.402	22.062	-0.436	0.138	-0.054
O	-4.827	4.403	33.707	-0.144	0.027	0.404
O	0.142	3.925	32.488	0.202	-0.275	-0.398
O	-0.32	-1.773	26.563	0	0.033	-0.161
O	5.206	4.423	33.202	0.312	-0.118	0.112
O	-4.941	7.191	31.641	0.267	-0.232	0.278
O	9.76	1.201	19.72	0.546	-0.154	0.281
O	7.88	-1.448	31.275	0.008	-0.359	0.068
O	-1.268	12.907	30.528	-0.472	-0.302	-0.03
O	4.187	-0.305	28.166	-0.203	-0.159	0.02
O	7.482	6.606	27.452	-0.379	0.025	0.316
O	0.063	0.896	26.777	-0.58	0.234	-0.009
O	5.447	0.078	21.519	0.513	-0.459	0.114
O	4.748	4.647	23.612	-0.452	0.221	-0.136
O	-1.151	4.883	30.379	0.014	-0.167	-0.376
O	1.242	6.096	26.611	-0.12	-0.125	0.434
O	-2.274	11.829	26.749	0.011	-0.503	-0.232
O	-0.475	13.018	22.026	-0.427	0.239	-0.203
O	10.565	8.774	25.426	0.046	0.093	0.095
O	-1.713	10.306	18.768	0.191	0.406	-0.206
O	10.148	1.335	24.725	-0.434	0.115	0.334
O	8.568	9.194	23.795	0.077	-0.092	-0.078
O	-1.798	7.898	17.958	-0.34	0.014	-0.051
O	5.328	-1.865	31.151	-0.095	-0.154	-0.364
O	9.234	5.498	22.481	-0.169	-0.123	0.065
O	8.789	10.179	29.232	-0.137	-0.39	-0.035
O	10.947	9.669	22.907	0.544	0.364	0.111
O	2.922	11.164	26.602	0.23	-0.122	0.195
O	9.931	7.426	27.65	0.15	0.54	0.156
O	-2.623	-0.137	30.541	-0.116	-0.232	0.211
O	8.254	-0.896	20.213	-0.046	-0.049	0.35
O	6.757	8.183	25.463	-0.305	0.332	0.53
O	9.692	0.206	22.248	0.211	-0.309	-0.069

Results
total energy: -109960.875 eV
total energy less fixed offsets of O -438.35, Si -107.03 eV per atom: 0.515 eV
